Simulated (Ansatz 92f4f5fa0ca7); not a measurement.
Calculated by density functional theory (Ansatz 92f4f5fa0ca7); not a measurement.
Periodic cell of 212 atoms, Si132O80, from a study of silicon, its oxide and their interface. The atomic structure is a simulated model.
Doubt: the cutoff is far below the 930 eV that the study's wrapper takes by default for these files, so forces and energies are approximate.

Settings
functional: PBE
potential files: Ansatz PAW
basis: plane waves
wave-function cutoff: 580 eV
density cutoff ratio: 5
exchange-correlation grid ratio: 1
k mesh: 1 x 1 x 1, Gamma-centred
self-consistency stop: 5e-08 eV per atom in the density residual
occupations: fixed
spin: none
net charge: 0

Cell vectors (angstrom)
a	10.938	0	0
b	0	10.938	0
c	0	0	31.511

Atoms and the computed forces on them: element, x, y, z (angstrom), force x, y, z (eV/angstrom)
Si	-0.396	0.5459	23.9624	-0.0526	0.0095	-0.02
Si	5.8129	-0.3888	24.2778	0.0599	-0.0151	-0.0418
Si	2.1962	3.4111	24.1005	-0.0042	0.0833	-0.0341
Si	8.7674	2.2729	23.8762	0.0803	-0.0413	0.0581
Si	0.5055	5.2507	24.1459	-0.0115	-0.0534	-0.0472
Si	4.8921	6.0751	24.3518	-0.0685	0.1025	-0.0959
Si	3.1087	7.7245	24.3206	0.0549	-0.0613	-0.0294
Si	7.6631	8.8346	23.9783	-0.0584	0.0496	0.0174
Si	1.3251	1.5108	25.2695	0.0093	-0.0193	0.0414
Si	6.9549	1.404	25.289	-0.0219	0.0115	0.0358
Si	4.0428	4.1674	25.4021	-0.0074	-0.0812	0.0863
Si	9.5963	4.128	25.1796	-0.013	0.0274	0.0032
Si	1.3814	6.8315	25.6083	0.0083	0.0337	-0.0024
Si	6.8285	6.9832	25.2983	0.0454	0.0047	0.0407
Si	4.0865	9.5452	25.4646	-0.0732	0.0319	0.0193
Si	9.523	9.6908	25.2239	0.0429	-0.0019	0.0575
Si	2.6805	0.0678	26.6738	0.0079	-0.0033	-0.0042
Si	8.217	0.0258	26.7468	-0.0229	0.0059	-0.0925
Si	-0.0457	2.7916	26.714	0.006	0.0094	-0.0179
Si	5.4877	2.7357	26.6591	0.0154	0.0169	-0.0383
Si	2.7428	5.4519	26.8754	0.0168	-0.0278	-0.105
Si	8.1979	5.4929	26.6105	-0.0046	-0.0127	0.005
Si	-0.0803	8.2849	26.6973	-0.0136	0.0111	-0.0299
Si	5.4624	8.2086	26.8041	0.0667	-0.0166	-0.0324
Si	4.1018	1.3673	28.0927	0.0687	0.0883	-0.455
Si	9.5708	1.3673	28.0927	0.1104	0.2123	0.1767
Si	1.3673	4.1018	28.0927	-0.4096	-0.3409	0.6597
Si	6.8362	4.1018	28.0927	0.0287	0.188	-0.628
Si	4.1018	6.8362	28.0927	0.3038	-0.0518	0.8837
Si	9.5708	6.8362	28.0927	-0.2311	0.0425	-0.4916
Si	1.3673	9.5708	28.0927	-0.2482	0.3787	-0.3661
Si	6.8362	9.5708	28.0927	0.1106	0.2308	0.3259
Si	0	0	29.46	0.0831	0.0668	0.044
Si	5.469	0	29.46	0.0646	-0.0339	-0.001
Si	2.7345	2.7345	29.46	-0.0728	-0.0143	0.0332
Si	8.2035	2.7345	29.46	0.0777	-0.0323	-0.0214
Si	0	5.469	29.46	0.0796	-0.0542	0.0049
Si	5.469	5.469	29.46	0.0019	0.0938	0.0644
Si	2.7345	8.2035	29.46	0.105	-0.0315	-0.0295
Si	8.2035	8.2035	29.46	-0.0479	-0.0429	0.0295
Si	1.3673	1.3673	30.8272	0.0371	-0.0274	-0.0161
Si	6.8362	1.3673	30.8272	-0.0675	0.0673	0.0056
Si	4.1018	4.1018	30.8272	0.0106	-0.0397	-0.0344
Si	9.5708	4.1018	30.8272	-0.0696	0.0456	0.0085
Si	1.3673	6.8362	30.8272	-0.068	0.0183	-0.0055
Si	6.8362	6.8362	30.8272	-0.0164	-0.025	-0.0132
Si	4.1018	9.5708	30.8272	-0.0296	0.0507	0.0076
Si	9.5708	9.5708	30.8272	0.0182	0.0097	-0.0487
Si	2.7345	0	0.6835	-0.0023	0.005	0.0357
Si	8.2035	0	0.6835	0.0521	-0.0793	0.0089
Si	0	2.7345	0.6835	0.0895	-0.0642	-0.0239
Si	5.469	2.7345	0.6835	-0.031	0.0403	0.0173
Si	2.7345	5.469	0.6835	0.0515	-0.0079	0.0103
Si	8.2035	5.469	0.6835	-0.0165	0.0566	0.0323
Si	0	8.2035	0.6835	-0.0409	0.0479	0.0093
Si	5.469	8.2035	0.6835	0.0831	-0.1016	-0.022
Si	4.1018	1.3673	2.0507	0.0253	-0.0198	0.0106
Si	9.5708	1.3673	2.0507	0.0015	0.1794	-0.0468
Si	1.3673	4.1018	2.0507	-0.1239	-0.0147	-0.0058
Si	6.8362	4.1018	2.0507	-0.0567	-0.1571	-0.0244
Si	4.1018	6.8362	2.0507	-0.0231	0.0738	-0.0076
Si	9.5708	6.8362	2.0507	0.0754	-0.0276	-0.0315
Si	1.3673	9.5708	2.0507	-0.0237	-0.0356	0.0137
Si	6.8362	9.5708	2.0507	-0.1559	0.0277	-0.051
Si	0	0	3.418	0.1999	-0.0973	0.463
Si	5.469	0	3.418	0.0061	-0.4527	-0.5826
Si	2.7345	2.7345	3.418	0.0089	-0.048	0.3597
Si	8.2035	2.7345	3.418	0.0727	-0.0308	-1.1005
Si	0	5.469	3.418	0.0342	0.2593	-0.5109
Si	5.469	5.469	3.418	-0.208	-0.0331	0.5851
Si	2.7345	8.2035	3.418	0.1298	-0.1736	-0.0583
Si	8.2035	8.2035	3.418	-0.0408	-0.1334	0.5567
Si	1.4091	1.3452	4.8453	-0.0061	-0.0065	0.0235
Si	6.9275	1.2831	4.6487	-0.0266	0.0013	0.0389
Si	4.0776	4.0779	4.8627	0.021	0.0122	0.0174
Si	9.5098	4.1409	4.6701	0.0344	0.0012	0.0376
Si	1.411	6.7705	4.7728	0.0093	0.0163	-0.0108
Si	6.8113	6.8242	4.8663	-0.0386	-0.0333	0.0116
Si	4.1321	9.5452	4.7776	-0.0109	-0.0273	0.0097
Si	9.623	9.5236	4.835	0.049	0.0173	0.0144
Si	2.8556	-0.0448	6.2416	-0.039	0.0856	-0.0549
Si	8.2087	-0.0218	6.1242	-0.0142	-0.046	0.008
Si	-0.109	2.7828	5.9952	0.0433	-0.0548	-0.019
Si	5.5645	2.5759	5.98	-0.085	0.0473	-0.0766
Si	2.5993	5.3731	6.3165	-0.0097	-0.0915	-0.0024
Si	8.1679	5.3602	6.1726	-0.0557	0.0165	-0.0314
Si	0.096	8.1244	6.1811	-0.0815	-0.0041	-0.0466
Si	5.3754	8.1437	6.2675	0.0372	0.0243	0.0103
Si	4.79	0.8405	7.3903	0.0145	-0.0079	0.0623
Si	9.1029	1.8435	7.2733	0.003	0.0318	0.0274
Si	0.6258	4.4448	7.4977	0.0495	0.0034	0.0228
Si	7.2503	3.4628	7.3299	0.0109	-0.0297	0.0543
Si	3.5009	7.1949	7.5218	-0.058	0.0595	-0.0176
Si	9.9133	6.3884	7.3506	0.0117	0.092	0.1003
Si	1.9356	9.0538	7.4041	0.0902	-0.0405	0.0961
Si	6.546	9.8658	7.4173	0.0068	-0.0629	0.0318
O	1.8218	9.4482	9.0135	0.009	0.0508	-0.0089
O	7.4105	9.2521	8.7301	0.0211	-0.0271	0.0007
O	3.5144	6.836	9.17	0.008	-0.0314	0.0269
O	10.0907	1.6572	13.6328	0.0091	-0.001	-0.0054
O	4.5736	1.6674	8.8337	-0.0038	0.0114	-0.009
O	0.6655	3.6235	8.9848	-0.0038	-0.0352	0.0097
O	8.1307	2.4713	11.916	0.0107	0.0105	0.0073
O	9.7809	1.5836	8.784	0.0399	0.0239	0.0013
O	11.1046	11.1194	22.4198	-0.0075	0.0108	-0.0083
O	2.513	7.8274	22.7515	-0.0096	-0.0139	0.0263
O	11.2845	6.1319	22.6933	0.0116	-0.0065	0.0223
O	5.0412	5.8196	22.7362	0.0141	-0.0271	0.0123
O	4.8786	0.2191	23.02	0.0019	0.0175	0.0005
O	-3.3153	-1.3659	17.1126	0.0079	0.0089	0.0071
O	8.1283	8.5708	22.3704	0.0103	0.0078	-0.0335
O	2.5576	3.124	22.4947	-0.0009	-0.0011	-0.0064
Si	2.8642	1.6043	17.2217	-0.0035	-0.0097	-0.0087
Si	1.5881	6.8204	21.8356	0.0138	0.0015	0.0556
Si	-7.257	-4.6555	15.1099	0.0081	0.0011	0.008
Si	-6.3211	4.1681	17.0599	-0.003	0.0125	-0.0049
Si	5.1149	3.0675	9.4875	0.0205	-0.0108	-0.0519
Si	1.7279	-0.3728	10.1898	-0.0062	-0.0252	-0.0573
Si	-4.4584	6.4067	11.5171	0.0026	0.0036	0.0246
Si	-3.0381	-1.437	15.5108	-0.0166	-0.0025	0.0124
Si	5.8509	-4.7601	18.7337	0.0104	0.0126	-0.0288
Si	-5.335	-2.5175	13.7001	-0.0074	-0.0012	0.0045
Si	-6.7973	10.4797	19.0754	-0.0278	-0.0183	-0.0227
Si	8.2063	8.0622	9.54	-0.0133	0.0119	-0.0862
Si	-7.2344	16.543	10.2343	0.0025	0.0184	-0.0361
Si	-11.523	-6.1956	14.0611	-0.0063	-0.0232	0.03
Si	10.1608	7.8325	14.3593	0.0074	0.0123	0.0016
Si	3.7391	-0.2476	12.559	0.0106	0.0116	0.0348
Si	2.3097	4.7174	12.7757	0.021	0.0044	0.0152
Si	1.9564	-11.1507	15.0908	0.02	0.0077	0.0031
Si	7.5981	3.7591	12.7744	-0.0147	-0.026	0.0136
Si	12.6083	-2.8316	16.4407	-0.0055	0.0094	0.018
Si	10.0091	-1.3208	11.6855	0.0089	0.0115	0.0063
Si	-9.4762	-13.0426	19.4261	0.0084	0.0139	-0.0156
Si	-0.9204	0.8092	15.0207	-0.0015	0.014	0.0137
Si	-6.114	13.6375	12.6165	0.004	-0.0108	0.0298
Si	10.643	11.1086	20.8432	-0.0057	-0.0098	0.033
Si	-0.8541	3.3663	16.7796	-0.0036	0.0111	0.008
Si	-1.4357	1.611	12.1072	-0.0229	-0.0016	0.0157
Si	7.9242	9.507	21.0321	0.0115	0.0226	0.0324
Si	0.7951	2.5079	19.1546	-0.0055	-0.0069	-0.0095
Si	7.3712	2.9416	21.1439	0.0285	-0.0227	0.0219
Si	-3.5791	3.7139	18.1765	0.0112	0.0116	-0.0118
Si	-5.4702	-5.7428	21.3318	-0.0468	0.0223	0.0839
Si	0.1592	2.1714	9.5812	-0.0171	-0.0112	-0.027
Si	6.8108	8.9107	18.3452	-0.011	-0.0177	-0.0199
Si	2.8126	3.9997	21.1359	-0.0121	0.0071	0.0448
Si	16.3701	0.5066	21.5235	0.0343	0.0415	-0.0215
O	12.8602	3.3589	19.952	-0.0096	-0.0075	0.001
O	-1.8477	10.6235	20.8305	-0.0116	-0.022	0.0028
O	-10.3939	-11.8341	11.1627	-0.0261	-0.0073	0.0009
O	4.5551	-5.5681	18.1638	0.0026	-0.0114	0.0165
O	2.4751	-0.3862	13.5724	-0.0152	-0.0019	-0.0007
O	5.5914	-1.0758	18.7712	0.0031	0.0149	0.0258
O	-6.3604	-9.8261	12.9176	0.0016	-0.0054	-0.0189
O	6.5424	10.2996	21.2731	-0.0187	0.0178	-0.0032
O	-7.5682	-7.793	17.1972	0.0126	0.0033	0.0057
O	3.1225	10.6893	11.0409	-0.0069	0.0032	-0.012
O	6.1383	7.5084	17.865	0.004	0.0082	0.0123
O	0.7469	4.3117	13.1538	-0.0062	0.0075	-0.0138
O	-3.8778	7.0994	10.1736	-0.0132	-0.0194	0.004
O	11.992	-2.6981	17.9527	0.0035	-0.0052	-0.012
O	-8.4062	1.1929	15.6831	-0.0025	-0.0037	-0.0031
O	7.72	2.8292	19.5288	-0.0153	0.0073	0.0012
O	10.6521	2.27	11.1482	0.0055	-0.0076	-0.0345
O	2.4526	-1.4457	16.039	0.0022	-0.0077	-0.0011
O	-9.549	-9.8523	9.5078	-0.0247	-0.0027	0.0172
O	4.0126	15.2122	9.3122	-0.0013	-0.001	0.0168
O	6.1366	3.3085	13.4401	0.0038	0.0025	-0.0121
O	6.9229	-6.4648	21.4763	-0.0039	-0.0019	-0.003
O	-0.8243	-4.6147	13.7848	-0.003	0.0058	-0.0115
O	4.7088	-12.4829	12.7417	0.0061	-0.007	-0.0112
O	4.6934	7.4652	14.6476	-0.0054	-0.0063	-0.0028
O	2.4572	5.5675	21.3057	0.0036	0.0026	-0.0022
O	-1.7708	8.6682	10.6908	0.0167	0.0097	0.0196
O	6.1219	1.9621	21.4538	-0.0355	-0.0781	0.0239
O	9.1351	10.992	11.8013	0.0133	-0.0011	-0.0126
O	7.1958	5.2647	18.6355	0.0025	-0.0105	0.0223
O	2.7244	6.8635	16.3102	-0.0017	0.001	0.0082
O	-2.1165	8.1927	15.2113	0.0034	-0.0039	0.0051
O	4.2061	0.4054	20.4633	0.0527	0.0058	0.0283
O	15.4476	-5.9817	15.623	-0.0018	0	-0.0062
O	-10.3584	10.1119	19.9045	0.0161	-0.0184	-0.0012
O	-0.6936	-2.0828	13.0974	-0.0014	-0.018	0.0009
O	-7.0022	11.4965	17.8276	0.0036	-0.0072	0.0269
O	-5.6461	2.8214	11.0675	-0.0088	-0.0002	0.0283
O	4.9387	-4.9833	11.2442	0.0153	-0.0016	0
O	2.42	5.3204	11.2337	-0.0127	-0.0116	0.01
O	-3.5689	-5.846	11.8673	0.0035	-0.007	-0.0153
O	-5.385	-4.4675	20.3073	0.0043	-0.0046	0.0026
O	-1.7322	7.1225	8.6627	-0.0066	-0.0133	-0.0391
O	-11.7055	12.7644	16.2697	-0.0041	-0.011	-0.0002
O	-0.2665	4.3828	15.6374	-0.0002	-0.002	0.003
O	1.5432	-9.4783	18.1593	0.0066	-0.0059	0.0081
O	12.0826	-3.2677	20.5262	0.0035	-0.0027	0.015
O	-0.1517	1.6668	20.187	0.0094	0.0139	0.0012
O	8.5532	2.5689	22.2267	-0.0575	0.0131	-0.0727
O	-2.4164	3.6601	17.0668	0.0061	-0.0086	-0.0047
O	-2.3036	10.897	15.0982	0.0002	-0.0012	-0.0016
O	-3.1418	8.6614	19.637	-0.0089	0.0007	-0.0015
O	-10.4524	18.8254	15.3659	-0.0026	-0.0016	-0.0046
O	3.3974	3.4752	12.8989	-0.0128	0.0083	-0.0164
O	4.4126	-6.8921	20.7973	0.0213	0.0135	0.0122
O	6.5216	9.3666	14.6563	0.0123	0.0063	0.0021
O	13.9643	9.3041	19.283	0.0086	0.0254	0.012
O	-10.9938	-7.4103	18.1999	-0.0078	0.0028	0.0013
O	-2.0778	4.0915	13.7762	0.0201	0.0087	-0.0078
O	6.5556	14.5058	8.8622	-0.0012	-0.0007	-0.006
O	-4.9547	3.2992	17.3613	0.0008	-0.0064	0.0084
O	11.2706	-0.2175	15.0963	-0.0123	0	-0.0059
O	-4.4021	-3.4671	12.7529	0.0001	0.0093	-0.0053
O	-8.1851	5.8738	13.8362	-0.0022	-0.0032	-0.0116

Results
free energy: -129411.591 eV
free energy less fixed offsets of O -568.88, Si -635.61 eV per atom: -0.671 eV

The program warned: the cutoff lies below the one the program advises for these potential files; the exchange-correlation potential is rough where the density is thin.
